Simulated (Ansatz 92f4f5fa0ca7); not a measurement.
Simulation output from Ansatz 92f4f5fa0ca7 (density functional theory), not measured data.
Periodic cell of 234 atoms, Si146O88, from a study of silicon, its oxide and their interface. The atomic structure is a simulated model.
Doubt: the cutoff is far below the 930 eV that the study's wrapper takes by default for these files, so forces and energies are approximate.
This geometry differs little from another in the collection (a relaxation step or a small displacement).

Settings: functional PBE; potential files Ansatz PAW; basis plane waves; wave-function cutoff 580 eV; density cutoff ratio 5; exchange-correlation grid ratio 1; k mesh 1 x 1 x 1, Gamma-centred; self-consistency stop 5e-08 eV per atom in the density residual; occupations fixed; spin none; net charge 0.

Cell vectors (angstrom)
a  11.6015  0  0
b  0  10.938  0
c  0  0  32.7135

Atoms and the computed forces on them: element, x, y, z (angstrom), force x, y, z (eV/angstrom)
Si  -0.0169  0.1337  24.0443  0.0184  0.0828  0.0447
Si  3.8932  0.4482  23.5033  0.0223  -0.133  0.0325
Si  7.7989  -0.3002  23.9854  -0.0667  0.098  -0.0211
Si  1.8696  1.5088  24.0405  0.0663  -0.101  -0.034
Si  6.0394  1.3234  23.9293  -0.0943  -0.0759  0.0546
Si  9.5555  1.3037  24.1871  0.0385  -0.0879  -0.0071
Si  -0.0186  5.4816  24.1358  -0.1356  0.0497  -0.0244
Si  3.5973  5.4135  24.2084  0.0399  0.0701  0.0073
Si  7.6885  5.4671  24.1403  0.0114  0.032  -0.054
Si  1.7892  6.9495  24.2568  0.0548  -0.0121  -0.0034
Si  5.6297  6.6015  23.9394  -0.0442  0.0045  0.0184
Si  9.6159  6.8065  24.0723  0.0269  -0.0534  0.0589
Si  1.918  2.7658  26.0337  -0.0577  -0.0759  0.0146
Si  5.7944  2.6593  25.9548  0.0429  -0.0469  -0.0599
Si  9.6105  2.7075  26.0815  0.004  -0.0851  -0.052
Si  -0.0571  4.057  26.0137  0.0374  0.1056  -0.0094
Si  3.8632  4.0572  26.0938  0.0535  0.0953  -0.0501
Si  7.6947  4.0668  26.036  -0.0703  0.0518  0.0074
Si  1.9558  8.393  26.029  0.0581  -0.0215  0.0091
Si  5.6895  8.153  25.8154  -0.006  -0.0804  -0.0328
Si  9.6831  8.1683  25.9998  0.0065  -0.0562  -0.0746
Si  -0.0421  9.61  25.9364  -0.0204  0.0497  -0.0218
Si  3.8944  9.7284  25.6557  -0.023  0.1341  -0.0442
Si  7.6876  9.4095  25.9611  0.0424  0.0319  -0.0065
Si  -0.0282  0.0117  27.8856  0.0077  -0.0603  -0.0063
Si  3.8669  -0.013  27.7798  -0.0024  -0.1588  0.0769
Si  7.6949  -0.0509  27.8539  -0.0136  -0.0334  -0.0182
Si  1.9227  1.3285  27.8915  0.0145  0.0932  0.0276
Si  5.7866  1.3338  27.8919  -0.0124  0.0663  0.0526
Si  9.6236  1.3109  27.9436  -0.0093  0.0369  0.0277
Si  0.0078  5.4875  27.8935  0.0146  -0.0548  0.0031
Si  3.8733  5.502  27.9378  -0.0448  -0.0471  0.0028
Si  7.6952  5.5002  27.9042  0.0092  -0.0657  -0.0103
Si  1.9449  6.8714  27.8705  -0.0026  0.0477  0.0175
Si  5.7653  6.8751  27.8431  0.0258  0.0457  0.0313
Si  9.6663  6.8051  27.9067  -0.0177  0.0551  0.0519
Si  1.9336  2.7345  29.8143  0.0278  -0.089  -0.0469
Si  5.8008  2.7345  29.8143  0.0199  -0.0568  -0.0606
Si  9.6679  2.7345  29.8143  -0.1085  0.0008  0.1442
Si  0  4.1018  29.8143  0.0981  -0.0034  -0.0146
Si  3.8672  4.1018  29.8143  -0.0212  -0.0381  0.2629
Si  7.7343  4.1018  29.8143  -0.0856  0.0862  0.0688
Si  1.9336  8.2035  29.8143  0.0203  0.0091  0.1262
Si  5.8008  8.2035  29.8143  -0.0223  0.0614  -0.0928
Si  9.6679  8.2035  29.8143  -0.0138  -0.0051  0.0615
Si  0  9.5708  29.8143  -0.0051  -0.0839  -0.0731
Si  3.8672  9.5708  29.8143  -0.0016  0.0073  -0.4965
Si  7.7343  9.5708  29.8143  -0.0667  -0.1479  0.0015
Si  0  0  31.7478  0.0092  0.0774  0.0035
Si  3.8672  0  31.7478  0.0008  0.1711  -0.0403
Si  7.7343  0  31.7478  -0.0018  0.1119  -0.0144
Si  1.9336  1.3673  31.7478  0.0096  -0.0142  0.0012
Si  5.8008  1.3673  31.7478  -0.0038  -0.0081  -0.0044
Si  9.6679  1.3673  31.7478  0.0013  0.0116  0.0755
Si  0  5.469  31.7478  -0.0041  0.0145  0.0296
Si  3.8672  5.469  31.7478  0.0034  0.0353  0.0675
Si  7.7343  5.469  31.7478  -0.0083  -0.0374  -0.0059
Si  1.9336  6.8362  31.7478  0  -0.0266  -0.0113
Si  5.8008  6.8362  31.7478  -0.0027  -0.0641  -0.0612
Si  9.6679  6.8362  31.7478  -0.0044  -0.0352  0.0041
Si  1.9336  2.7345  0.9679  0.0015  0.0224  0.0195
Si  5.8008  2.7345  0.9679  -0.0026  0.0089  -0.0575
Si  9.6679  2.7345  0.9679  0.0251  0.0246  0.1599
Si  0  4.1018  0.9679  -0.0048  0.0654  0.0099
Si  3.8672  4.1018  0.9679  0.0472  0.0397  0.2518
Si  7.7343  4.1018  0.9679  0.0088  -0.0006  -0.2716
Si  1.9336  8.2035  0.9679  0.0289  -0.1105  -0.0264
Si  5.8008  8.2035  0.9679  0.0078  -0.0361  -0.1673
Si  9.6679  8.2035  0.9679  0.0222  -0.0023  0.0078
Si  0  9.5708  0.9679  0.0566  -0.0513  0.1445
Si  3.8672  9.5708  0.9679  -0.0359  -0.1038  0.1505
Si  7.7343  9.5708  0.9679  0.0179  -0.0405  0.2337
Si  0.0143  0.0086  2.9112  0.017  -0.0518  -0.0299
Si  3.8706  0.0053  2.9148  -0.0209  -0.0789  0.0065
Si  7.7535  0.0113  2.9258  0.0022  -0.0771  -0.0043
Si  1.9491  1.37  2.9002  0.0011  0.0489  0.0085
Si  5.7982  1.3349  2.8693  0.0299  0.061  -0.0406
Si  9.6963  1.3407  2.8962  -0.0313  0.0612  -0.0071
Si  0.0136  5.4772  2.9069  -0.0039  -0.075  0.0133
Si  3.8875  5.4521  2.955  0.0228  -0.0672  0.0096
Si  7.761  5.4711  2.866  -0.0157  -0.0531  -0.0008
Si  1.966  6.8226  2.9032  -0.0163  0.0989  0.0026
Si  5.818  6.8354  2.8883  0.0086  0.0615  0.0185
Si  9.6734  6.8388  2.9055  0.0185  0.0729  0.0045
Si  1.9725  2.7086  4.8519  -0.0095  -0.0626  0.0175
Si  5.8284  2.6961  4.7719  -0.0418  -0.0885  0.0608
Si  9.7485  2.5913  4.8938  -0.0072  -0.0866  0.0349
Si  -0.0003  4.0458  4.8055  0.0155  0.0779  -0.0086
Si  3.9079  4.1015  4.9515  -0.0103  0.0984  0.0259
Si  7.8091  3.9284  4.6527  0.0537  0.0685  -0.0396
Si  1.9504  8.2987  4.7587  0.0621  -0.1224  -0.0043
Si  5.8438  8.2967  4.7563  0.0168  -0.0748  -0.0079
Si  9.6486  8.2298  4.8347  -0.0422  -0.1031  0.0053
Si  -0.0062  9.5428  4.8232  -0.0191  0.0929  0.0479
Si  3.905  9.6458  4.9127  -0.0454  0.0948  0.0347
Si  7.7722  9.696  4.9499  -0.0042  0.0766  0.0167
Si  0.1206  -0.2591  6.893  -0.0253  0.1152  -0.0555
Si  3.9908  0.0772  6.9443  0.0074  0.1069  -0.0509
Si  7.8438  0.1134  7.074  0.0163  0.1274  -0.0223
Si  1.9264  1.2855  6.7889  0.0422  -0.1358  -0.0103
Si  5.8662  1.542  6.8392  -0.0031  -0.077  0.0088
Si  9.9465  1.3115  6.9938  -0.0197  -0.1383  -0.0523
Si  -0.0454  5.4783  6.6909  -0.0087  0.0905  -0.0015
Si  3.817  5.7174  6.7882  0.0421  0.0608  -0.043
Si  7.7785  5.2975  6.4802  -0.029  0.1281  0.0308
Si  1.8118  6.9044  6.6147  -0.0117  -0.0651  -0.0512
Si  5.9672  6.8214  6.5716  -0.0741  -0.0953  0.0205
Si  9.5597  6.7973  6.726  0.0794  -0.0569  -0.0189
O  5.5992  2.8504  7.8861  0.0254  0.0536  -0.0089
O  1.6602  7.6351  8.1  -0.0158  0.0257  0.0344
O  6.5123  7.8443  7.7751  0.0324  0.0012  -0.0381
O  11.7241  4.6167  8.099  0.016  -0.0346  -0.0027
O  7.8491  10.0035  8.3888  -0.0029  -0.0989  0.0262
O  9.196  7.6741  8.1241  -0.0418  -0.003  -0.0222
O  4.1631  10.1031  8.3243  0.0023  -0.0627  0.0351
O  10.494  2.2737  8.2696  0.0366  0.0819  0.0445
O  7.8624  4.2986  7.8391  0.009  -0.0026  -0.0226
O  3.5164  5.3401  8.4183  -0.0018  -0.0007  0.0138
O  0.1844  9.784  8.3273  0.0218  -0.0687  0.0609
O  1.6102  2.3441  8.0432  -0.0375  0.057  0.0117
O  1.6037  7.8257  22.842  -0.006  -0.0072  -0.0322
O  1.4864  2.2989  22.6085  -0.0299  0.0407  0.0521
O  6.5774  2.3583  22.7383  0.081  0.0356  0.0039
O  3.5114  8.2962  21.0995  -0.0277  -0.0397  0.0213
O  5.6082  7.2966  22.4145  -0.0232  -0.0212  -0.0284
O  7.908  9.7173  22.568  0.0303  -0.0454  -0.0308
O  3.0889  4.3162  23.05  -0.0481  0.0033  -0.0064
O  9.6436  7.7021  22.6735  -0.013  0.059  -0.0606
O  0.3804  4.704  22.6992  0.0438  -0.0247  0.0206
O  7.9159  4.6353  22.7163  0.0103  0.0017  0.062
O  4.108  10.3757  19.2383  0.0119  -0.0095  -0.0484
O  9.3094  2.3253  22.8889  -0.0108  0.0273  0.0114
Si  1.0092  8.6416  9.1942  0.0173  0.0311  -0.0409
Si  9.2887  10.0865  15.6519  -0.0207  0.007  0.0221
Si  5.5868  -8.6347  18.5929  0.0118  0.0036  -0.0238
Si  6.576  3.8665  8.742  -0.0515  -0.025  -0.0492
Si  2.6226  5.4207  20.0459  0.0257  0.0239  -0.0218
Si  1.0251  3.894  15.9663  0.0038  -0.0088  0.0191
Si  1.9149  7.9635  21.2487  0.0332  0.0564  0.01
Si  -0.8587  8.0171  11.6095  -0.0119  -0.0016  0
Si  11.8856  3.0961  8.6517  -0.0212  -0.0142  -0.041
Si  1.721  3.8657  22.2575  -0.0035  -0.0432  0.0061
Si  4.4758  -4.8631  9.5254  -0.0178  0.0003  -0.0257
Si  -0.892  3.582  17.9704  -0.042  0.0019  0.0455
Si  9.2897  2.3868  12.8688  0.0019  0.0031  0.018
Si  -4.4834  8.681  16.9192  -0.011  -0.0234  0.0089
Si  -1.3392  2.0382  15.6557  -0.0338  0.0162  0.002
Si  3.4778  4.5959  14.6089  0.0386  0.0061  0.0158
Si  11.4208  -0.7935  20.9221  0.0045  0.0049  -0.0036
Si  7.1855  7.0146  19.4294  0.0112  0.0145  -0.0048
Si  -6.9277  -0.413  17.7067  0.0076  0.0242  0.0171
Si  0.0067  -1.717  14.2347  -0.0007  0.0135  -0.0103
Si  -1.0286  10.9109  12.0142  -0.0055  0.0022  0.0071
Si  15.4959  9.2516  9.6961  -0.0168  0.0224  -0.0107
Si  8.8481  8.701  21.6517  -0.0238  0.0069  0.0374
Si  7.7892  8.3712  8.6353  0.0073  0.0766  -0.0202
Si  4.7221  -3.7318  21.0399  0.0106  0.0501  0.0105
Si  18.2361  2.7151  11.5421  -0.0115  -0.0021  0.03
Si  -4.5825  -1.6023  14.0203  -0.0108  -0.0173  -0.0018
Si  13.6333  -0.1806  16.0523  0.0083  0.0174  0.0278
Si  0.9951  1.1745  18.8456  0.0076  -0.0218  0.0251
Si  3.4589  4.2875  17.423  0.0543  0.0116  0.0243
Si  2.8031  1.7542  13.5906  0.007  -0.0063  -0.0087
Si  7.9853  3.0701  22.2915  -0.0247  -0.004  0.0333
Si  19.4122  7.3398  11.6693  0.0063  -0.0022  0.0503
Si  5.0692  0.019  12.1849  0.0066  0.0017  0.0096
Si  3.8062  11.6239  20.2575  -0.0103  -0.0359  0.1125
Si  11.9759  2.3935  11.5914  -0.0054  -0.0074  0.0177
Si  8.051  3.9471  19.3724  -0.0195  -0.0171  -0.0056
Si  5.231  5.3503  12.2161  0.0143  -0.0116  0.0079
O  1.6508  13.2963  12.5947  0.0136  0.0014  -0.007
O  5.703  -0.8282  13.4412  0.011  -0.0063  -0.0009
O  7.6285  -2.4872  12.8223  -0.0081  0.0138  -0.0079
O  12.1981  3.257  10.2415  0.006  0.0098  0.0168
O  8.1539  10.4156  14.5068  0.0132  0.0034  -0.0035
O  7.0706  2.98  9.9986  0.0148  -0.0123  0.0213
O  1.0156  -1.8321  20.5616  0.0068  -0.005  0.0259
O  7.4555  7.3842  17.8564  -0.0019  0.0232  -0.0286
O  1.8119  -6.132  14.8196  -0.0105  0.0019  -0.0151
O  3.7409  0.2032  21.8364  -0.0088  0.109  -0.2143
O  1.9998  4.0426  20.6594  0.0127  0.0359  -0.0218
O  9.4478  6.9756  11.6904  0.0104  0.0042  -0.027
O  0.22  2.6142  18.679  -0.0088  0.0122  -0.0008
O  7.5178  7.997  10.1999  -0.0032  -0.0234  0.0136
O  6.7512  -2.5674  15.3363  0.0023  0.0023  -0.001
O  8.0818  7.8158  20.5281  -0.0143  -0.0226  -0.0235
O  7.082  13.9015  18.4636  -0.0099  0.0003  0.0208
O  2.2539  0.9402  14.8882  -0.0087  -0.0024  -0.008
O  5.3683  1.077  17.5212  -0.0071  -0.0115  -0.0028
O  1.5711  -4.3274  20.4091  -0.0005  -0.0396  0.0204
O  8.4704  -12.2594  16.9803  0.0057  0.009  -0.0051
O  10.1126  9.5164  11.3464  0.0114  -0.0042  -0.0218
O  7.9411  -7.8129  12.4088  0.0184  0.0002  -0.0134
O  6.1288  1.1755  11.7068  0.0037  -0.0004  -0.0245
O  4.0444  5.7285  20.8156  -0.0266  -0.0151  -0.0042
O  16.0085  7.7115  9.4392  0.0178  -0.0176  -0.015
O  16.3042  -0.9928  10.9446  0.0107  0.0131  -0.003
O  2.4039  12.2759  19.6843  -0.0282  0.0162  -0.015
O  3.7166  0.7451  12.7039  -0.0195  0.0147  -0.0059
O  4.1235  4.9427  16.0802  -0.0268  -0.0136  0.0184
O  9.7229  2.6925  17.0266  0.0129  -0.0074  -0.0201
O  4.5749  3.5153  18.2594  -0.0457  0.0301  -0.0197
O  1.2603  -1.4465  15.2789  0.0005  -0.0116  -0.0091
O  2.2632  3.2951  16.8864  -0.0122  0.0154  -0.0127
O  -4.2507  5.4018  19.5938  0.0111  -0.0161  0.0165
O  10.2854  -2.0536  15.1479  0.001  -0.0064  0.0008
O  -1.3564  0.4334  15.9079  0.0002  -0.0056  -0.0064
O  0.105  7.8007  10.2916  -0.0285  -0.0148  0.0082
O  9.9176  -1.3832  20.7765  0.024  0.0155  0.0096
O  1.2381  0.4287  17.3801  0.0036  -0.013  -0.027
O  5.9161  16.2391  9.2191  -0.0072  0.0221  0.01
O  8.1634  3.039  20.7046  0.016  0.0353  -0.0928
O  0.0275  -0.4145  22.4886  0.0033  -0.0256  -0.0997
O  11.6347  8.0643  13.0263  0.0127  0.0139  0.0219
O  -0.0001  0.8607  11.1081  -0.0044  0.0031  -0.0143
O  10.6888  14.0027  12.364  -0.0155  -0.0021  -0.0204
O  9.2323  2.434  14.4827  0.0132  -0.0054  -0.0005
O  5.0745  1.7376  20.065  0.028  0.0372  -0.023
O  4.1338  5.7812  11.0817  0.0047  -0.007  0.0127
O  9.6021  4.2923  18.9273  0.0102  -0.0085  0.0022
O  5.4846  3.7526  12.0206  -0.0118  0.0067  -0.0206
O  -0.2295  10.6296  13.4181  0.0111  -0.018  0.0031
O  0.1514  13.597  15.321  0.0162  0.0113  -0.0118
O  2.2822  9.2861  10.0196  -0.0019  0.0026  -0.0179
O  3.6645  3.0341  14.1445  -0.0052  0.0145  -0.0024
O  5.6585  7.4767  19.7531  -0.0005  -0.0066  0.0017
O  3.4974  -0.6758  16.6005  -0.0094  -0.0025  -0.0162
O  2.8089  -5.5436  18.4318  0.0209  -0.0391  -0.0094
O  5.83  -1.5168  17.5389  -0.0005  0.0082  0.0004
O  4.3635  5.5459  13.6023  -0.0265  -0.0082  0.0091
O  6.6758  -4.7676  12.0388  -0.0071  0.0037  -0.0186
O  9.2384  11.7993  12.2793  0.0094  0.0098  -0.0218
O  -0.034  -6.3018  17.0071  0.0188  -0.0015  -0.0281
O  11.5483  0.3586  19.795  0.0053  0.021  0.0201

Results
free energy: -142854.748 eV
free energy less fixed offsets of O -568.88, Si -635.61 eV per atom: 5.752 eV

The program warned: the cutoff lies below the one the program advises for these potential files; the forces do not sum to zero within the program's tolerance; the exchange-correlation potential is rough where the density is thin.
